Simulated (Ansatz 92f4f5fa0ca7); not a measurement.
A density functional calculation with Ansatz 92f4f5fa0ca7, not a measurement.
Periodic cell of 248 atoms, Si164O84, from a study of silicon, its oxide and their interface. The atomic structure is a simulated model.
Doubt: the cutoff is far below the 930 eV that the study's wrapper takes by default for these files, so forces and energies are approximate.
This geometry differs little from another in the collection (a relaxation step or a small displacement).

Settings
functional: PBE
potential files: Ansatz PAW
basis: plane waves
wave-function cutoff: 580 eV
density cutoff ratio: 5
exchange-correlation grid ratio: 1
k mesh: 1 x 1 x 1, Gamma-centred
self-consistency stop: 5e-08 eV per atom in the density residual
occupations: fixed
spin: none
net charge: 0

Cell vectors (angstrom)
a	10.938	0	0
b	0	10.938	0
c	0	0	37.7427

Atoms and the computed forces on them: element, x, y, z (angstrom), force x, y, z (eV/angstrom)
Si	0	0	0.683	0.0481	-0.0718	-0.0057
Si	5.469	0	0.683	0.0077	-0.0187	0.0039
Si	2.7345	2.7345	0.683	0.0484	-0.0533	0.0059
Si	8.2035	2.7345	0.683	-0.0163	-0.0577	-0.0028
Si	0	5.469	0.683	-0.0236	-0.0152	-0.0004
Si	5.469	5.469	0.683	-0.0188	-0.0469	-0.0046
Si	2.7345	8.2035	0.683	-0.063	0.0119	-0.0011
Si	8.2035	8.2035	0.683	0.001	-0.012	0.0027
Si	1.3673	1.3673	2.0503	0.0533	-0.0086	0.0232
Si	6.8362	1.3673	2.0503	0.1017	-0.019	-0.0494
Si	4.1018	4.1018	2.0503	0.0828	0.0383	0.0331
Si	9.5708	4.1018	2.0503	0.0891	-0.0004	-0.0314
Si	1.3673	6.8362	2.0503	0.0177	0.0237	0.0011
Si	6.8362	6.8362	2.0503	0.0143	-0.0317	0.0314
Si	4.1018	9.5708	2.0503	0.0439	0.0258	-0.034
Si	9.5708	9.5708	2.0503	0.1044	-0.0283	0.0172
Si	2.7345	0	35.6912	0.0319	0.0378	0.2255
Si	8.2035	0	35.6912	-0.0463	-0.0156	-0.214
Si	0	2.7345	35.6912	-0.0725	-0.0052	-0.0824
Si	5.469	2.7345	35.6912	-0.079	-0.0388	0.0103
Si	2.7345	5.469	35.6912	-0.0633	0.0372	-0.1572
Si	8.2035	5.469	35.6912	-0.1269	-0.0295	0.2291
Si	0	8.2035	35.6912	-0.0778	-0.0174	0.042
Si	5.469	8.2035	35.6912	-0.1006	-0.0078	-0.0606
Si	4.1018	1.3673	37.0584	-0.0187	0.0197	0.0133
Si	9.5708	1.3673	37.0584	-0.0128	0.0419	-0.0035
Si	1.3673	4.1018	37.0584	-0.0018	0.0376	-0.0034
Si	6.8362	4.1018	37.0584	0.013	0.0534	0.0091
Si	4.1018	6.8362	37.0584	0.0196	0.0255	0.0123
Si	9.5708	6.8362	37.0584	0.0289	0.0107	0.0014
Si	1.3673	9.5708	37.0584	0.0203	0.0332	-0.0135
Si	6.8362	9.5708	37.0584	-0.0211	0.0421	-0.0064
Si	-0.5517	0.6053	27.4331	0.0051	-0.0087	-0.0031
Si	5.9116	-0.4314	27.7086	-0.0025	0.006	-0.0048
Si	2.2548	3.3238	27.7212	-0.0044	-0.0152	-0.0079
Si	8.4589	2.1012	27.5781	0.0001	0.0098	-0.0009
Si	-1.4695	3.9582	28.7662	-0.0013	-0.0012	0.0024
Si	5.0514	5.673	27.7255	-0.0029	0.0001	-0.0007
Si	2.8375	7.8589	27.5614	0.0054	0.0001	-0.0052
Si	7.6286	8.8032	27.4038	-0.0016	-0.0035	0.0014
Si	1.2372	1.4611	28.7628	0.0018	0.0031	0.0012
Si	6.8292	1.2681	29.0553	0.003	0.0019	0.0017
Si	3.9095	4.2067	29.156	0.0054	0.0059	0.0025
Si	11.2569	4.9451	27.5977	0.0015	0.0119	0.0022
Si	1.2641	6.7199	28.8967	-0.0002	-0.0005	0.0031
Si	6.7872	6.9361	28.7056	-0.002	0.0014	0
Si	4.0356	9.5315	28.7712	0.0024	-0.0011	0.0012
Si	9.4675	9.6837	28.6804	-0.0027	-0.0013	0.0018
Si	2.6583	0.0322	30.0755	-0.0025	0.0002	-0.0004
Si	8.2401	-0.0485	30.3499	0.0006	-0.0009	-0.0073
Si	-0.095	2.722	30.2736	0.001	-0.0008	-0.0033
Si	5.3982	2.7333	30.249	-0.0024	-0.0011	-0.0002
Si	2.5902	5.5515	30.4769	-0.0047	0	-0.0065
Si	8.1556	5.4864	30.0517	0.0007	-0.0003	0
Si	-0.1138	8.2389	30.0615	-0.0007	0	0.0002
Si	5.407	8.1946	30.2119	0.0012	0.0012	-0.0083
Si	4.0241	1.3386	31.5586	0.0001	-0.0001	-0.0005
Si	9.5598	1.3534	31.6788	-0.0011	0.0007	0.0069
Si	1.2494	4.0842	31.6862	-0.0028	-0.0016	0.0072
Si	6.808	4.1422	31.5251	-0.0004	0.0008	-0.0014
Si	4.0724	6.8936	31.6764	0.0003	-0.0007	0.0076
Si	9.5108	6.8414	31.49	0.0005	0.0009	-0.0003
Si	1.3046	9.5818	31.4719	-0.0005	-0.0004	-0.0017
Si	6.7953	9.5285	31.6097	-0.0023	-0.0018	0.0053
Si	0.0019	-0.0304	32.9671	0.0014	0.0014	-0.0005
Si	5.4286	-0.0044	32.9394	-0.0011	-0.0006	-0.0012
Si	2.6893	2.7134	32.9664	0.0006	0.002	-0.0011
Si	8.163	2.7668	32.9473	-0.0005	-0.0022	-0.0007
Si	-0.0834	5.5101	32.9663	-0.0016	-0.0019	-0.0006
Si	5.4494	5.4682	32.9606	0.0006	0.0016	-0.0006
Si	2.678	8.2723	32.9506	-0.0016	0.0004	-0.0005
Si	8.1672	8.1604	32.9456	0.0008	0.0004	-0.0006
Si	1.3567	1.34	34.338	-0.0001	0.0003	0
Si	6.8127	1.3677	34.3076	-0.0001	-0.0001	0.0001
Si	4.0857	4.0835	34.3167	0.0001	0.0007	0.0003
Si	9.5407	4.1076	34.3317	0.0005	0.0003	0.0001
Si	1.3498	6.8447	34.3118	0.0009	-0.0016	0.0001
Si	6.8234	6.8135	34.3347	0.0004	0.0013	0.0001
Si	4.0835	9.5812	34.3295	0.0009	-0.0005	0.0003
Si	9.5521	9.5395	34.3119	0	0.001	0.0002
Si	2.757	0.0116	3.422	-0.002	-0.0008	0.0004
Si	8.2322	0.0169	3.4118	0.0005	0.0002	-0.0006
Si	0.0245	2.7517	3.4177	-0.0003	-0.0015	-0.0001
Si	5.5028	2.75	3.4158	-0.0006	0.0013	-0.0002
Si	2.7465	5.4798	3.4133	0.0004	-0.0005	-0.0006
Si	8.2129	5.4635	3.4181	-0.0012	0.0001	0.0002
Si	0.0002	8.1926	3.4318	-0.0004	-0.0004	0
Si	5.4707	8.2053	3.4152	-0.0007	-0.0006	0.0003
Si	4.1517	1.3871	4.7772	0.0014	0.001	0.0001
Si	9.6104	1.3849	4.7838	-0.0014	-0.0021	0.0011
Si	1.4077	4.1085	4.7895	-0.0002	0.0018	0.0005
Si	6.8975	4.0787	4.8094	0.0021	-0.002	0.0015
Si	4.1278	6.8164	4.7921	-0.0004	-0.0019	0.0017
Si	9.5865	6.7895	4.8088	0.0009	0.0019	0.0008
Si	1.4049	9.5532	4.7739	0.0034	0.0003	0.0016
Si	6.8794	9.5594	4.7457	-0.0014	0.0013	0.0007
Si	0.068	0.0235	6.1068	0.0034	0.0043	-0.0033
Si	5.5613	0.0186	6.0977	0.0029	0.0028	0.0008
Si	2.8308	2.7984	6.1501	0.0061	0.0059	-0.0036
Si	8.2915	2.7416	6.2165	0.0002	0.0038	-0.0002
Si	0.0217	5.4094	6.1943	-0.0013	-0.0026	0.0009
Si	5.5212	5.4471	6.1472	-0.0032	0.0005	-0.0034
Si	2.7505	8.1687	6.1601	0.0012	0.0018	0.003
Si	8.1908	8.1639	6.1316	0.0004	-0.0019	-0.0017
Si	1.4841	1.397	7.4416	-0.0012	-0.0125	0.0075
Si	6.9119	1.3597	7.5358	0.0014	-0.0022	-0.0019
Si	4.1978	4.1439	7.5955	0.0049	-0.0013	-0.0002
Si	9.6729	4.0493	7.679	-0.0013	0.0016	0
Si	1.3574	6.7907	7.5496	0.0049	0.0053	-0.0003
Si	6.8509	6.7805	7.5484	0.009	-0.0003	0.0058
Si	4.219	9.5545	7.4	-0.0008	-0.0078	0.0084
Si	9.6044	9.5617	7.3857	-0.0029	0.0027	0.003
Si	2.9175	0.0307	8.7033	0.0077	0.0137	-0.0085
Si	8.2012	-0.1632	8.8108	-0.0038	-0.0015	-0.0011
Si	0.2484	2.6695	8.9975	-0.0025	0.0031	-0.0065
Si	5.5992	2.7255	8.9427	-0.0046	0.0028	-0.0044
Si	2.7844	5.5231	8.9756	-0.0117	-0.0077	-0.0043
Si	8.2815	5.4992	8.973	0	0.002	-0.0039
Si	-0.0275	8.2448	8.8197	0.01	0.0013	-0.0032
Si	5.411	8.1533	8.8635	-0.0265	-0.0043	-0.0023
Si	4.096	1.4243	10.2183	-0.0099	-0.0059	-0.0032
Si	10.5427	1.0295	10.5819	0.0019	-0.0054	0.0055
Si	1.8848	3.7849	10.2924	0.0033	0.0057	0.0143
Si	6.9866	4.0711	10.3255	0.0019	0.0027	0.0064
Si	3.6734	7.3209	10.2516	0.0055	0.025	-0.0029
Si	9.3645	7.1875	10.2696	-0.0106	-0.006	0.0105
Si	1.5067	9.6141	9.9365	0.0021	-0.0122	0.0093
Si	6.9886	9.2945	10.1324	0.0057	0.0074	0.0065
O	2.5306	8.4794	10.6374	0.0023	-0.0066	-0.0044
O	8.28	2.1862	13.6721	0.0034	0.0018	0.0006
O	2.9779	2.586	10.6494	0.0099	-0.0064	-0.0017
O	-0.741	6.6035	11.591	-0.0014	0.0039	-0.007
O	0.6629	10.7189	10.8963	-0.0017	0.0017	-0.003
O	6.2681	10.1347	11.3658	0.0028	-0.0024	0.0027
O	2.9284	8.576	14.9035	0.0004	0.0012	0.0015
O	8.1476	8.2418	10.7277	0.0024	-0.0025	-0.003
O	-1.8296	0.4553	10.0587	0.0001	-0.0012	-0.002
O	-4.6149	6.6238	18.0108	0.0006	0.0003	0.0002
O	8.0108	3.084	11.1696	-0.0024	0.0006	-0.0021
O	10.2471	1.8225	11.9894	0.0047	-0.0002	0.0014
O	-0.1293	0.5269	25.8074	-0.0008	0.0042	0.0086
O	2.057	8.3769	26.2076	0.0012	0.002	0.0082
O	10.5434	5.4418	26.1768	-0.001	-0.0019	0.0066
O	3.991	6.7752	27.0803	0.0003	0.0012	0.0068
O	16.3695	4.6324	26.4952	-0.0006	0.0002	-0.0002
O	7.7325	2.0874	26.0528	0.0034	0.0008	0.0026
O	5.6197	11.2739	26.257	0.0023	-0.0017	0.0032
O	3.7089	4.663	24.5049	0.0013	0.0017	0.005
Si	4.9483	5.854	17.4988	0.0009	0.0007	0.0011
Si	5.1907	12.1116	18.9546	0	0.0008	0.0008
Si	0.1696	11.5188	18.7595	0.0005	-0.001	0.0002
Si	4.6365	-1.683	21.0668	-0.001	0.0015	0
Si	-0.2373	10.6347	24.3926	-0.0043	-0.0012	-0.0026
Si	9.0489	2.8508	12.4159	-0.003	0.002	-0.0019
Si	2.5746	12.7653	15.0043	-0.0011	0.0034	-0.0007
Si	0.7613	5.6061	15.3619	0	-0.0009	-0.0014
Si	-0.0493	4.4444	22.4662	0.0018	-0.0012	0.0013
Si	7.1861	10.2233	20.2386	-0.0002	0.0004	0.0017
Si	9.6506	8.7944	18.8092	0.0013	0.002	0.0005
Si	2.5376	4.6788	19.0049	-0.0005	0.0002	0.0009
Si	2.4539	4.0695	13.1531	-0.0054	-0.0022	-0.0029
Si	3.0095	10.1535	18.6221	0.0006	0.0012	0.002
Si	-3.8288	6.9569	14.2296	0.0026	0.0021	-0.002
Si	6.5636	-0.663	23.0801	-0.0018	0.0005	-0.0004
Si	10.1333	6.1658	24.7789	0.0017	0.0022	-0.0087
Si	1.61	8.2454	24.6477	0.0029	-0.0063	0.0001
Si	6.9797	1.4617	14.299	0	-0.0013	-0.0013
Si	3.0063	7.1771	22.2301	-0.0003	-0.0004	0.0004
Si	3.66	9.9699	14.4521	0.0013	-0.0008	0.0001
Si	0.1869	1.4603	21.7167	0.0012	0.0012	0.0011
Si	5.0482	5.6271	12.4347	0.0006	-0.0003	-0.0049
Si	13.6904	7.825	16.3595	0.0002	0.001	-0.0004
Si	5.2391	2.9719	16.4267	-0.0004	0.001	0.0001
Si	11.5989	6.7188	20.396	-0.0007	0.002	-0.0003
Si	6.4039	1.4353	25.3276	-0.0022	-0.0044	0.0005
Si	7.4322	7.4781	17.1334	0.0007	0.0011	0.0011
Si	0.7375	14.0418	17.009	0.0001	0.0002	0.0004
Si	3.0167	4.3401	23.083	0.0005	-0.0026	-0.0031
Si	9.7346	5.8874	12.9999	-0.0016	0.0031	0.0002
Si	-7.8455	2.3694	21.0824	0	-0.0007	0.0028
Si	8.2135	8.6218	25.0348	-0.0006	0.0019	0.003
Si	4.4218	3.7038	25.5987	0.0018	0.0071	-0.0009
Si	6.5761	9.6688	15.3216	0.0011	-0.0014	-0.0026
Si	5.1179	11.1022	12.0409	-0.0007	0.0018	-0.0021
O	0.4301	7.1533	24.3909	0.0004	0	-0.0002
O	5.3077	15.5311	16.5294	0.0006	-0.0019	0.0005
O	7.4585	11.0059	15.0221	0.0022	0.0018	0.0034
O	-0.1016	2.0429	17.9849	0	0.0004	0.0001
O	5.4656	13.3468	17.9442	-0.0001	0.0004	-0.0004
O	2.4975	3.6436	20.2535	-0.0007	-0.0001	0.0002
O	12.7166	11.228	18.6657	0.0002	-0.0001	-0.0002
O	9.8912	5.0135	23.6384	-0.0002	0.0007	-0.0013
O	8.2414	6.4718	13.1999	0.001	-0.0003	0.002
O	6.8989	8.9923	16.7702	-0.0008	0.0004	-0.0008
O	5.9449	9.1676	20.1068	0	-0.0004	-0.0017
O	8.7648	7.072	24.879	-0.0024	0.0008	-0.0013
O	7.5626	10.4758	21.8047	0.0004	0.0002	-0.0004
O	-0.3502	11.7204	20.3137	-0.0002	0.001	0.0003
O	1.4454	6.8246	16.2418	0.0003	0.0002	0.0012
O	6.4147	2.4836	15.4245	-0.0004	0.0015	0.0024
O	4.3438	7.7568	21.5544	0.0009	-0.0025	-0.0005
O	3.1834	2.958	26.3782	-0.0035	-0.0018	0.0085
O	-0.3023	-3.0901	19.7145	0.0017	-0.001	0.0007
O	10.9707	4.4564	16.3287	0.0006	0.001	0.0007
O	1.9239	4.9008	14.4519	0.002	-0.0011	0.0007
O	5.3592	2.5937	24.9014	0.0034	-0.0029	-0.0051
O	1.0925	9.7142	24.1887	-0.0017	0.0058	-0.006
O	2.6452	0.2203	14.8719	0.0001	-0.0013	0.0015
O	8.4822	9.4988	19.6593	-0.0013	0.001	0.0006
O	10.8292	5.5614	21.2639	-0.0022	-0.0018	0.0005
O	6.9505	8.9543	24.0068	0.0002	-0.0013	-0.0008
O	5.7545	6.1745	13.7907	0.0009	0.0002	0.0028
O	1.3947	4.2285	23.2164	-0.0033	0.0001	0.0002
O	6.1127	4.97	11.3925	0.0025	-0.0018	-0.0015
O	14.9735	16.2266	18.7411	0.0015	0.001	-0.0005
O	1.8264	1.4461	21.5549	0.0002	0.0003	-0.0014
O	4.352	10.9602	18.132	0.0003	0.0002	0
O	-0.3023	6.2683	14.3063	-0.0017	0.0001	-0.0001
O	5.0186	10.1211	15.3353	-0.0031	0.0001	0.0023
O	12.461	5.9347	19.2466	-0.0005	0.0014	-0.0009
O	-0.5167	-0.8178	18.1663	0	0.0006	0.0006
O	7.5923	6.6152	15.7495	0.0003	-0.0009	-0.0004
O	8.9091	-3.2171	17.7998	-0.0015	-0.0009	-0.001
O	4.2849	6.8714	11.712	-0.0027	0.0028	0.0003
O	5.8575	12.0998	13.1322	-0.002	-0.0012	0.001
O	9.3843	9.6771	24.5592	0.0002	-0.0004	-0.0003
O	4.0515	10.1264	12.8635	0.0014	-0.0005	0.0005
O	2.4773	2.4794	13.5151	-0.0008	-0.0007	0.0017
O	2.04	14.6987	17.7538	-0.0007	0.0004	-0.0001
O	1.2014	13.0779	15.7967	0.0019	-0.0014	-0.0004
O	1.6461	18.4835	21.4033	0.0008	0.002	0.0004
O	-0.444	2.9778	21.8582	-0.0007	0.001	-0.0011
O	3.997	4.4839	12.8727	0.005	0.0006	0.0028
O	6.7991	0.682	23.9517	0.0007	0.0025	-0.0004
O	3.8314	2.4433	15.8237	0.0016	0.0006	0.0017
O	3.3337	-1.2215	20.1799	-0.0005	0.0003	-0.001
O	3.706	2.9998	22.4594	-0.0008	0.0019	-0.0013
O	2.632	8.913	17.6054	0.0002	-0.001	-0.0019
O	5.0448	-0.7976	22.4138	0.0017	0.0024	0.002
O	1.5304	4.3536	11.8229	-0.0011	0.0003	-0.0096
O	3.3041	5.5978	22.1198	0.0009	0.0003	-0.0018
O	4.2752	1.625	20.249	0.0002	0.0002	-0.0004
O	4.0901	6.9343	16.6275	-0.0003	0.001	0.0005
O	-4.2794	11.5846	19.4797	0.0002	0.0006	-0.0012
O	-0.2952	0.646	23.0593	-0.0007	-0.0004	-0.002
O	-4.076	8.5712	14.1407	-0.0002	-0.0017	0.0018
O	9.7047	4.267	12.8651	0.0002	-0.0023	0.0034
O	2.8758	7.7752	23.7416	0.0013	0.0001	0.0011

Results
free energy: -152029.510 eV
free energy less fixed offsets of O -568.88, Si -635.61 eV per atom: -3.550 eV

The program warned: the cutoff lies below the one the program advises for these potential files; the forces do not sum to zero within the program's tolerance; the exchange-correlation potential is rough where the density is thin.
